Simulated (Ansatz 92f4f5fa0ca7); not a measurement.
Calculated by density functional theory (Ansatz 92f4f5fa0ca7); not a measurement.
Periodic cell of 220 atoms, Si131O87Al1F1, from a study of silicon, its oxide and their interface. The atomic structure is a simulated model.
Doubt: the cutoff is far below the 930 eV that the study's wrapper takes by default for these files, so forces and energies are approximate.
This geometry differs little from another in the collection (a relaxation step or a small displacement).

Settings: functional PBE; potential files Ansatz PAW; basis plane waves; wave-function cutoff 580 eV; density cutoff ratio 5; exchange-correlation grid ratio 1; k mesh 1 x 1 x 1, Gamma-centred; self-consistency stop 5e-08 eV per atom in the density residual; occupations fixed; spin none; net charge 0.

Cell vectors (angstrom)
a  10.938  0  0
b  0  10.938  0
c  0  0  33.3072

Atoms: element, x, y, z (angstrom)
Si  -0.2079  0.1987  25.7425
Si  5.969  -0.5511  25.7629
Si  2.854  2.8018  25.8331
Si  8.3413  2.3234  25.9117
Si  -0.484  6.0067  25.7218
Si  5.364  5.6954  25.7918
Si  3.0131  7.8401  25.8239
Si  8.2231  8.2234  26.141
Si  1.4195  1.3596  27.0576
Si  6.8635  1.1432  27.2285
Si  4.2238  4.1071  27.1717
Si  9.5217  4.1264  26.9804
Si  1.326  6.7933  27.1162
Si  6.8115  6.8023  27.2879
Si  4.1819  9.4721  27.0773
Si  9.6856  9.6234  27.2525
Si  2.772  -0.0365  28.4467
Si  8.2631  -0.0599  28.6197
Si  0.0125  2.7665  28.4293
Si  5.527  2.6673  28.5137
Si  2.7375  5.4336  28.5034
Si  8.222  5.4026  28.5234
Si  0.0727  8.1891  28.5474
Si  5.4608  8.1963  28.5803
Si  4.1018  1.3673  29.889
Si  9.5708  1.3673  29.889
Si  1.3673  4.1018  29.889
Si  6.8362  4.1018  29.889
Si  4.1018  6.8362  29.889
Si  9.5708  6.8362  29.889
Si  1.3673  9.5708  29.889
Si  6.8362  9.5708  29.889
Si  0  0  31.2562
Si  5.469  0  31.2562
Si  2.7345  2.7345  31.2562
Si  8.2035  2.7345  31.2562
Si  0  5.469  31.2562
Si  5.469  5.469  31.2562
Si  2.7345  8.2035  31.2562
Si  8.2035  8.2035  31.2562
Si  1.3673  1.3673  32.6235
Si  6.8362  1.3673  32.6235
Si  4.1018  4.1018  32.6235
Si  9.5708  4.1018  32.6235
Si  1.3673  6.8362  32.6235
Si  6.8362  6.8362  32.6235
Si  4.1018  9.5708  32.6235
Si  9.5708  9.5708  32.6235
Si  2.7345  0  0.6835
Si  8.2035  0  0.6835
Si  0  2.7345  0.6835
Si  5.469  2.7345  0.6835
Si  2.7345  5.469  0.6835
Si  8.2035  5.469  0.6835
Si  0  8.2035  0.6835
Si  5.469  8.2035  0.6835
Si  4.1018  1.3673  2.0507
Si  9.5708  1.3673  2.0507
Si  1.3673  4.1018  2.0507
Si  6.8362  4.1018  2.0507
Si  4.1018  6.8362  2.0507
Si  9.5708  6.8362  2.0507
Si  1.3673  9.5708  2.0507
Si  6.8362  9.5708  2.0507
Si  0  0  3.418
Si  5.469  0  3.418
Si  2.7345  2.7345  3.418
Si  8.2035  2.7345  3.418
Si  0  5.469  3.418
Si  5.469  5.469  3.418
Si  2.7345  8.2035  3.418
Si  8.2035  8.2035  3.418
Si  1.2636  1.4811  4.7577
Si  6.8142  1.3877  4.8164
Si  4.1118  4.071  4.816
Si  9.5252  4.1402  4.8507
Si  1.3626  6.8394  4.7497
Si  6.792  6.8905  4.8275
Si  4.1371  9.5642  4.8007
Si  9.5455  9.5952  4.6385
Si  2.6392  0.0213  5.9405
Si  8.274  -0.0074  6.0331
Si  -0.0646  2.8308  6.318
Si  5.4521  2.6923  6.2887
Si  2.7508  5.5381  6.1417
Si  8.1002  5.4715  6.2137
Si  -0.0843  8.2316  5.9419
Si  5.5363  8.3211  6.3246
Si  3.6698  1.5189  7.3655
Si  9.8057  1.0458  7.461
Si  1.625  4.0035  7.5681
Si  6.5325  4.351  7.6379
Si  4.3251  6.663  7.4845
Si  9.3844  7.0881  7.3189
Si  1.0791  9.7862  7.2007
Si  7.3067  9.4548  7.5837
O  1.8648  3.8943  25.1056
O  7.1488  9.2631  25.3467
O  2.7333  2.8295  7.7889
O  8.3736  8.2286  8.0244
O  5.3888  5.4981  7.9562
O  0.0659  -0.0239  7.8512
O  4.1597  6.7396  25.3012
O  9.5393  1.2973  25.3433
O  1.7383  8.9513  8.4156
O  1.3901  4.5723  9.3097
O  9.0211  1.3247  8.8811
O  7.0129  10.4562  8.8916
O  3.679  0.661  8.7913
O  3.606  7.1445  8.8769
O  7.0594  3.8629  9.1308
O  10.4543  6.2882  8.3098
O  3.8492  2.1209  24.7039
O  5.4248  0.016  24.3066
O  7.2191  2.709  24.7379
O  11.1168  5.6989  24.2369
O  9.282  7.1536  25.3734
O  2.2946  8.4585  24.4759
O  6.2168  5.1579  24.4651
O  0.378  10.3601  24.3888
Si  2.4113  8.0255  9.5414
Si  10.9615  6.7744  14.3861
Si  -0.0002  -5.1252  17.1843
Si  4.1677  0.8709  23.7016
Si  7.4224  -2.011  20.3029
Si  8.2828  0.8199  21.209
Si  1.7184  9.7415  23.6497
Si  10.5161  9.5396  14.4376
Si  3.9053  9.7794  11.7428
Si  4.972  16.154  12.005
Si  6.9255  1.8091  16.78
Si  4.6199  7.4733  20.2036
Si  13.2165  8.5464  14.1036
Si  3.7522  1.4863  10.2093
Si  7.9589  11.4586  9.844
Si  1.719  8.3759  20.7728
Si  2.527  -5.4048  21.2356
Si  2.237  3.9928  10.8768
Si  8.2553  4.4034  17.5235
Si  6.9516  3.9265  23.6678
Si  12.6121  3.6559  18.7987
Si  6.3727  3.0699  10.4056
Si  4.5264  2.9745  18.3891
Si  7.9553  -0.2185  14.9947
Al  10.3983  4.5599  12.2703
Si  -1.3668  3.1332  22.5419
Si  6.2488  7.9141  12.2852
Si  8.5974  9.6411  12.2884
Si  5.5507  2.3336  21.3663
Si  12.0239  4.4164  23.7821
Si  9.8582  2.7137  19.6595
Si  11.1548  5.8947  9.7184
Si  -5.3481  5.8795  17.6341
Si  -0.8695  -2.5932  19.032
Si  8.0074  10.1213  17.7009
Si  4.7862  6.7868  14.6313
O  7.6399  10.3119  13.4543
O  6.9899  9.5525  18.8485
O  7.8376  8.201  11.9963
O  -1.5905  1.1887  20.0087
O  4.5646  5.4886  13.5891
O  7.5285  9.6575  16.1964
O  -1.425  -1.3799  18.0609
O  4.9135  13.5092  9.8995
O  5.4263  9.2183  11.7347
O  1.2701  7.0469  10.1848
O  7.0541  1.1275  15.2873
O  8.4755  4.2282  23.1192
O  5.6863  6.5967  11.4715
O  1.4838  6.7806  21.0627
O  -2.146  8.0122  20.0615
O  10.1465  9.5974  12.816
O  15.7362  4.4957  17.9082
O  6.0384  8.141  20.8151
O  2.8291  -0.0226  23.6278
O  3.1381  9.5319  13.1384
O  5.9968  3.5275  22.4038
O  9.9638  3.5807  21.0378
O  2.235  4.3468  20.1689
O  -5.9343  7.0078  18.6745
O  0.525  -2.0881  19.7539
O  8.6851  10.498  10.9148
O  11.6355  6.2967  15.8093
O  12.1235  4.2367  12.0174
O  9.623  10.7469  15.1248
O  10.1803  5.636  13.6144
O  0.411  2.6331  19.0118
O  3.9841  11.3769  11.4188
O  1.2819  7.4  13.4788
O  12.1318  9.611  14.8017
O  7.1962  5.6082  17.8916
O  3.4354  -3.2489  14.9154
O  12.078  4.8724  17.8679
O  10.9838  3.2151  23.3642
O  5.931  18.6358  13.8805
O  2.2186  4.846  22.6921
O  6.8532  1.5105  20.8835
O  5.3342  -4.6224  16.0855
O  1.4536  -1.6712  22.1215
O  -2.1896  3.553  18.8231
O  9.5738  4.9969  16.7978
F  9.4858  3.1592  12.3848
O  4.5137  1.3792  22.1963
O  3.3039  -2.4251  20.2389
O  2.9086  2.7593  18.1871
O  3.6169  4.8393  11.1201
O  6.0777  4.0124  11.7204
O  9.9925  8.0421  14.856
O  -6.0726  2.8586  19.9932
O  7.8747  11.7682  17.7117
O  7.9553  -0.7889  21.3125
O  4.0624  6.1556  21.0691
O  8.9384  1.5949  22.5253
O  2.4481  2.4113  10.5612
O  18.4385  3.3177  16.5757
O  3.0135  9.0023  10.6473
O  10.0791  5.4033  10.7455
O  7.1801  1.6819  10.6847
O  10.4836  -3.9227  18.1932
O  5.424  1.9371  17.4694

Results
free energy: -135996.369 eV
free energy less fixed offsets of Al -1619.15, F -1619.15, O -568.88, Si -635.61 eV per atom: -0.599 eV

Forces (eV/angstrom), in the order of the atoms: element, x, y, z
Si  0.0092  -0.0071  0.0337
Si  0.0211  -0.0178  -0.0484
Si  0.0071  0.0089  0.0075
Si  -0.0114  -0.0411  -0.048
Si  -0.0241  0.0176  -0.0409
Si  0.0034  -0.0117  0.0168
Si  0.0183  -0.0072  -0.0418
Si  0.0036  0.0012  0.0339
Si  -0.0126  -0.0025  0.0007
Si  -0.0043  0.0095  0.0322
Si  -0.0069  0.0017  -0.0009
Si  0.0211  0.0262  0.0352
Si  0.0017  -0.0053  0.0313
Si  -0.0026  0.0039  0.002
Si  -0.0054  0.0083  0.0281
Si  -0.0029  0.0052  -0.0043
Si  -0.0029  0.0055  0.0028
Si  0.0045  -0.0093  -0.002
Si  0.009  -0.0124  0.0067
Si  -0.0033  0.0044  -0.0022
Si  0.0166  -0.0054  0.001
Si  -0.0143  0.0085  0.0043
Si  -0.0139  0.008  0.0015
Si  0.0094  -0.0088  0.0047
Si  -0.0717  -0.1639  -0.2858
Si  0.3092  0.481  -0.0107
Si  -0.0336  -0.1617  -0.1624
Si  0.1556  -0.4239  0.1105
Si  -0.3966  -0.1084  0.1532
Si  0.0872  -0.1192  -0.192
Si  0.4774  0.117  0.029
Si  0.0354  -0.2462  0.5716
Si  0.1246  0.1507  -0.0485
Si  -0.0017  0.0091  0.0109
Si  -0.0959  -0.0527  -0.0521
Si  0.017  0.0805  0.0372
Si  -0.0371  0.0412  -0.0114
Si  -0.0907  -0.039  -0.0526
Si  0.0005  0.0409  0.0331
Si  -0.1354  -0.0413  0.014
Si  0.0061  -0.0471  0.0124
Si  0.0348  -0.0433  -0.0235
Si  0.0138  -0.0049  -0.024
Si  0.003  -0.0333  -0.0148
Si  0.0463  0.0241  -0.0285
Si  0.0846  -0.0148  -0.0013
Si  0.0012  -0.0584  -0.0251
Si  0.0039  -0.0084  -0.0329
Si  0.023  -0.0201  -0.0119
Si  -0.0569  0.0457  0.014
Si  -0.0301  0.0343  0.021
Si  -0.0235  0.0145  0.0431
Si  -0.0634  0.054  0.0088
Si  0.018  -0.0162  -0.0021
Si  -0.0173  -0.0273  0.0429
Si  -0.0301  0.0673  0.0148
Si  -0.0727  -0.0851  0.045
Si  0.0653  -0.0864  -0.0575
Si  0.0706  -0.029  -0.0131
Si  0.0898  0.0623  0.0553
Si  -0.0349  -0.0634  -0.0125
Si  -0.1128  -0.0213  0.0171
Si  0.154  0.1673  0.0308
Si  0.0337  -0.1017  -0.0339
Si  0.0055  0.5826  -0.6645
Si  0.0926  0.0719  0.0794
Si  -0.0818  0.2305  -0.075
Si  -0.0107  0.0481  0.3203
Si  -0.1597  -0.1919  0.1039
Si  -0.1264  0.1372  0.2777
Si  0.3206  -0.0288  -0.0058
Si  -0.4718  -0.3019  -0.4787
Si  -0.0098  -0.0185  -0.0008
Si  0.0092  -0.0013  0.0059
Si  -0.0009  0.0325  0.02
Si  -0.0083  -0.0161  -0.0145
Si  0.0045  0.0017  0.0117
Si  0.0028  -0.0107  0.0041
Si  -0.0083  -0.0105  0.0035
Si  -0.0088  0.0102  0.0074
Si  0.0109  0.0071  -0.0079
Si  0.0012  -0.0208  0.0204
Si  -0.0103  -0.0169  -0.009
Si  0.0006  -0.0171  -0.0197
Si  -0.03  -0.0578  0.0031
Si  -0.0148  0.0113  -0.0021
Si  0.0163  0.004  -0.0391
Si  0.0143  0.0166  0.0066
Si  -0.0111  -0.0036  0.0093
Si  -0.0017  -0.0302  -0.0094
Si  0.053  0.0593  0.0431
Si  -0.0035  0.0254  0.0011
Si  0.0042  -0.0109  0.0007
Si  -0.0347  0.0122  0.0246
Si  -0.0007  0.0189  -0.0246
Si  0.0044  0.0213  -0.0674
O  -0.0073  0.0039  -0.0144
O  -0.0229  0.0241  -0.0057
O  -0.0063  0.0031  -0.0185
O  -0.0108  -0.0042  0.0177
O  0.0064  0.0079  0.0016
O  -0.0167  0.0189  -0.0016
O  -0.0113  0.01  -0.0005
O  -0.0077  0.007  0.0021
O  0.0181  -0.022  0.0726
O  -0.0653  0.0306  -0.0818
O  0.0015  0.0057  0.0031
O  0.0015  0.0073  0.0281
O  0.0038  -0.0055  0.0175
O  -0.0126  0.0199  0.0129
O  0.0018  -0.0041  0.0072
O  -0.0228  0.0043  -0.0624
O  0.002  -0.012  0.0014
O  -0.0017  -0.003  0.0261
O  0.0028  0.0052  0.0127
O  0.007  -0.0101  0.0137
O  0.0174  -0.0171  -0.0029
O  0.0015  0.0018  0.0167
O  0.0035  0.0002  0.0003
O  0.0027  -0.0034  -0.0097
Si  -0.0162  -0.0113  -0.0227
Si  0.0281  0.0471  0.0476
Si  -0.0065  -0.0028  0.0154
Si  -0.0055  0.0109  -0.0052
Si  0.0008  0.0043  -0.0063
Si  0.0043  0.0058  -0.0041
Si  0.0021  0.008  -0.0038
Si  -0.0027  0.0091  0.013
Si  -0.0027  0.0252  -0.0247
Si  -0.0014  -0.0041  0.0009
Si  -0.0033  0.0034  0.0076
Si  -0.0062  0.0008  -0.0052
Si  0.0102  0.0065  0.0259
Si  -0.021  0.003  -0.0147
Si  -0.0144  -0.0012  -0.0134
Si  -0.0006  0.0069  0.0005
Si  -0.0043  -0.0033  0.0045
Si  -0.0281  -0.0985  0.0375
Si  -0.0051  -0.0002  0.004
Si  -0.0042  0.0019  -0.0048
Si  0.0049  -0.0011  0.0009
Si  -0.0009  -0.006  -0.0115
Si  -0.0023  -0.0003  0.0005
Si  -0.0086  -0.0025  0.0142
Al  -0.0138  -0.0266  0.1282
Si  -0.0007  0.003  0.0056
Si  -0.0115  0.009  0.0053
Si  -0.0076  0.0074  -0.0101
Si  -0.0045  0.0004  0.0075
Si  0.0003  0.0005  0.0036
Si  -0.0039  0.0003  0.0006
Si  0.2622  0.0842  -0.1382
Si  -0.0045  -0.0021  -0.0004
Si  0.0022  0.0044  -0.0016
Si  -0.0007  0.0022  0.0038
Si  0.005  -0.0005  0.0091
O  0.0018  0.002  -0.0048
O  -0.0007  0.0019  0.0002
O  0.0023  -0.0034  -0.0017
O  0.0004  0.0016  0.0025
O  -0.0013  0.0002  0.0013
O  -0.0002  -0.0005  0.0003
O  -0.001  0.0018  0.0016
O  0.0106  0.0057  0.0058
O  0.0206  -0.0049  0.0001
O  -0.0062  0.0134  0.0201
O  -0.0006  0.0012  -0.006
O  0.0041  -0.0033  0.0038
O  0.0061  0.0016  0.0001
O  0.0011  -0.0011  0.006
O  -0.0006  -0.0005  0.0073
O  0.0051  0.0007  -0.0007
O  0.0038  0.0093  0.0043
O  -0.0008  0.001  0.0093
O  -0.0005  -0.0058  0.0099
O  -0.0032  0.0101  0.0139
O  -0.0016  -0.0052  0.0002
O  0.0018  0.0006  -0.0027
O  -0.0035  -0.0016  0.0007
O  0.0003  -0.0009  0.0021
O  -0.005  -0.0012  0.0039
O  0.007  -0.0107  0.0235
O  -0.006  0.0017  -0.0176
O  0.0367  -0.0047  -0.0137
O  0.0038  0  -0.0026
O  -0.0155  -0.065  -0.0422
O  -0.0004  0.0017  0.0041
O  -0.001  -0.015  -0.0034
O  -0.0196  -0.0153  -0.0104
O  -0.004  -0.0049  -0.0028
O  -0.0003  0.0006  0.0026
O  -0.0128  0.001  0.0003
O  -0.0011  0.0043  -0.0007
O  0.001  0.0049  0.0079
O  -0.0021  -0.0032  -0.001
O  0.0009  0.0056  0.0025
O  -0.0008  -0.0005  0.0055
O  -0.0019  -0.0007  0.0019
O  0.0011  -0.0052  -0.0039
O  -0.0019  0.0039  0.0017
O  0.0036  0.0033  -0.0011
F  -0.0342  -0.0103  -0.0107
O  0.0023  0.0037  0.0027
O  0.0021  0  0.0062
O  -0.0019  0.0022  0.005
O  0.0499  0.0346  0.0166
O  0.0017  0.0098  0.0083
O  0.0072  -0.0212  -0.0117
O  -0.005  0.0024  -0.0012
O  0.0005  0.0003  0.0032
O  -0.0026  -0.0045  0.0053
O  0.0012  0.0044  0.0048
O  -0.0047  -0.003  0.0022
O  0.0106  0.0113  0.0215
O  0  0.0014  0.0007
O  -0.0019  -0.0149  0.0046
O  -0.182  0.0002  0.0817
O  0.005  0.001  -0.0033
O  0.0009  -0.0022  -0.0013
O  0.0014  -0.0005  0.0018

The program warned: the cutoff lies below the one the program advises for these potential files; the forces do not sum to zero within the program's tolerance; the exchange-correlation potential is rough where the density is thin.
